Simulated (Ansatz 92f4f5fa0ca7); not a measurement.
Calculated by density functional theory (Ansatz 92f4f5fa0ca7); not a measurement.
Periodic cell of 300 atoms, Si148O120H32, with a vacuum gap, from a study of silicon, its oxide and their interface. The atomic structure is a simulated model.

Settings: functional r2SCAN; potential files Ansatz PAW; basis plane waves; wave-function cutoff 800 eV; density cutoff ratio 5; exchange-correlation grid ratio 1; k mesh 1 x 1 x 1, shifted by 0.5 0.5 0 of a step; self-consistency stop 1e-11 eV per atom in the density residual; occupations fixed; spin none; net charge 0; applied field sawtooth along c, amplitude +0.015 V/angstrom in the program's sign convention, ramp centred at 0.9900 of c and 0.0200 of c wide, no dipole correction.

Cell vectors (angstrom)
a, 10.88, 0, 0
b, 0, 10.88, 0
c, 0, 0, 50.0305

Atoms: element, x, y, z (angstrom)
Si, -0.452, 0.2587, 36.2854
Si, 2.9202, 2.4331, 36.5264
Si, -0.4104, 5.78, 36.5752
Si, 2.7287, 7.8627, 36.2446
Si, 5.1398, 0.2406, 36.509
Si, 8.2991, 2.5916, 36.1692
Si, 5.1048, 5.7682, 36.2059
Si, 8.1907, 8.1178, 36.4861
Si, 1.2132, 1.318, 37.6494
Si, 4.0608, 4.146, 37.6304
Si, 1.2955, 6.8195, 37.7599
Si, 3.9051, 9.4718, 37.6098
Si, 6.7613, 1.4686, 37.6425
Si, 9.3856, 4.0609, 37.6771
Si, 6.5973, 6.88, 37.6634
Si, 9.385, 9.6544, 37.7628
Si, -0.0739, 2.7404, 39.0249
Si, 2.5812, -0.0435, 39.0136
Si, -0.0556, 8.2567, 39.0463
Si, 2.6704, 5.4307, 39.0497
Si, 5.4249, 2.8179, 39.0219
Si, 8.0375, 0.1059, 39.0889
Si, 5.2999, 8.2199, 39.0522
Si, 8.0082, 5.4651, 38.9933
Si, 1.3087, 4.0746, 40.3866
Si, 4.0246, 1.3728, 40.2977
Si, 1.3015, 9.5262, 40.4575
Si, 4.0131, 6.8079, 40.4101
Si, 6.7513, 4.1203, 40.4344
Si, 9.464, 1.4012, 40.4171
Si, 6.7049, 9.5664, 40.3943
Si, 9.4501, 6.823, 40.3197
Si, -0.0542, 0.0242, 41.7643
Si, 2.6916, 2.7121, 41.7122
Si, -0.0467, 5.4687, 41.7115
Si, 2.6791, 8.1593, 41.7855
Si, 5.3708, 0.0464, 41.74
Si, 8.1258, 2.7589, 41.7776
Si, 5.3974, 5.4687, 41.769
Si, 8.1211, 8.1901, 41.7019
Si, 1.3529, 1.3505, 43.0838
Si, 4.0566, 4.0664, 43.091
Si, 1.3341, 6.7793, 43.1194
Si, 4.0652, 9.5276, 43.1106
Si, 6.7699, 1.3732, 43.1138
Si, 9.519, 4.0997, 43.1043
Si, 6.803, 6.8227, 43.0779
Si, 9.4933, 9.5136, 43.1033
Si, 0.0203, 2.7162, 6.9064
Si, 2.7041, -0.0015, 6.9305
Si, 0.0016, 8.1624, 6.9415
Si, 2.7337, 5.4244, 6.9444
Si, 5.4175, 2.7292, 6.949
Si, 8.1496, -0.0012, 6.9359
Si, 5.4722, 8.1725, 6.917
Si, 8.1679, 5.4714, 6.9152
Si, 1.4097, 4.0132, 8.2789
Si, 4.0745, 1.3282, 8.2962
Si, 1.4016, 9.4943, 8.3045
Si, 4.1511, 6.7913, 8.2741
Si, 6.8065, 4.1158, 8.2603
Si, 9.5595, 1.3467, 8.2655
Si, 6.8253, 9.5005, 8.3078
Si, 9.552, 6.7829, 8.2937
Si, 0.0506, -0.0152, 9.6477
Si, 2.7519, 2.6684, 9.6967
Si, 0.0743, 5.391, 9.5865
Si, 2.84, 8.1584, 9.6404
Si, 5.431, -0.0422, 9.6429
Si, 8.1847, 2.7433, 9.5549
Si, 5.5034, 5.4613, 9.6913
Si, 8.2123, 8.1427, 9.6624
Si, 1.4151, 1.2743, 11.0756
Si, 4.1558, 4.0415, 11.0051
Si, 1.531, 6.6948, 10.8822
Si, 4.1721, 9.476, 11.1221
Si, 6.8175, 1.3748, 10.8599
Si, 9.5739, 4.0519, 10.9199
Si, 6.8965, 6.8135, 11.0831
Si, 9.6062, 9.482, 10.995
Si, -0.0026, 2.6688, 12.3068
Si, 2.7772, -0.0495, 12.5263
Si, 0.2142, 8.0688, 12.1815
Si, 2.8486, 5.385, 12.3827
Si, 5.5387, 2.7015, 12.3264
Si, 8.168, 0.0315, 12.186
Si, 5.618, 8.1507, 12.5543
Si, 8.3232, 5.4429, 12.3544
Si, 1.1909, 4.2046, 13.5633
Si, 4.3974, 1.1892, 13.7251
Si, 1.7624, 9.0183, 13.6781
Si, 4.0758, 6.8652, 13.7941
Si, 7.1607, 3.8526, 13.5875
Si, 9.2492, 1.5432, 13.5786
Si, 6.7137, 9.9349, 13.7326
Si, 10.0257, 6.5466, 13.5722
Si, -1.7542, 0.721, 18.5546
Si, 7.8283, 17.7601, 17.7561
Si, -4.5685, 4.8013, 18.8418
Si, 1.7837, 9.8521, 20.1081
Si, 8.7768, 10.5698, 15.9084
Si, -0.1807, -2.5448, 15.8741
Si, -1.0008, 6.2733, 28.1457
Si, 0.5135, 10.48, 22.8354
Si, -2.4551, 7.5633, 25.7104
Si, 12.116, 1.395, 18.2169
Si, 11.076, 7.4086, 20.38
Si, 5.938, 16.4677, 15.964
Si, 7.9007, 13.6691, 20.4248
Si, -4.3754, 14.3534, 22.8477
Si, 2.6516, 2.5815, 15.8928
Si, 6.9703, 8.8734, 22.1752
Si, 1.5079, 7.6495, 23.1326
Si, 10.7655, 6.052, 17.8149
Si, 2.0866, 15.0063, 18.1968
Si, 3.674, 15.0615, 23.293
Si, 3.8316, 5.4169, 20.3894
Si, 3.9685, 19.1802, 21.4717
Si, 12.0696, 13.1805, 24.0304
Si, 9.2977, 3.5712, 22.9506
Si, 7.8539, 16.9269, 23.2507
Si, 1.6319, 11.4945, 26.6
Si, 1.9594, 13.1768, 29.014
Si, 8.709, 14.322, 27.7852
Si, 8.6349, -1.9002, 19.7021
Si, 5.9497, 10.3929, 31.4539
Si, 13.6829, 17.1591, 25.2241
Si, 9.9884, 6.2036, 33.8758
Si, 0.4947, 8.9379, 34.1852
Si, 6.5061, 9.4596, 34.2173
Si, 3.2483, 19.7718, 26.7657
Si, 19.3753, 10.6216, 29.9175
Si, 9.4111, 11.4604, 26.9359
Si, 4.434, 19.1277, 32.5639
Si, -7.801, 15.8301, 28.0088
Si, -2.1367, 10.0645, 24.25
Si, 1.941, 9.3443, 31.635
Si, 3.2116, 11.9487, 31.4265
Si, 3.4424, 5.3125, 31.9788
Si, 1.8566, 18.296, 29.0662
Si, 7.2287, 4.7208, 34.0414
Si, -4.7711, 18.8521, 27.5459
Si, 2.4331, 3.0558, 33.5751
Si, -4.7744, 15.7246, 28.1193
Si, 0.5337, 15.3549, 31.912
Si, 6.3562, 5.3173, 31.1161
Si, 7.8409, 7.7104, 30.017
Si, 9.962, 13.1596, 30.1407
O, 0.9606, 3.4608, 33.0784
O, -1.4874, 1.4285, 35.7359
O, 2.285, 3.0001, 35.156
O, -7.3845, 4.2222, 33.1762
O, -0.3389, 5.7272, 32.4333
O, -0.0306, 5.4169, 35.0169
O, -4.1409, 19.1759, 28.9888
O, 1.8239, 8.3664, 34.9607
O, 4.0332, 1.3422, 36.0286
O, 5.8316, -0.3134, 35.1559
O, 6.8308, 4.5112, 32.4622
O, 4.7356, 5.1345, 31.0342
O, 5.9368, 5.2679, 34.8751
O, 3.8615, 6.7618, 35.7483
O, 9.3245, 6.9446, 36.3656
O, 0.0763, 6.1352, 19.4199
O, 0.1652, 5.3676, 14.1052
O, 3.8917, 1.9094, 15.1086
O, 1.8211, 0.0771, 18.9431
O, 2.9486, 7.9896, 14.1477
O, 0.9484, 9.1747, 15.0794
O, 3.1029, 3.6904, 16.9946
O, 1.201, 8.4273, 19.6174
O, 4.6349, 6.2211, 15.2115
O, 12.6026, 3.3307, 14.8168
O, 6.5962, 4.5586, 14.9267
O, 9.6188, 0.6713, 14.9143
O, 5.5006, 10.9477, 14.1652
O, 7.588, 9.7974, 15.1157
O, 5.7094, 4.7231, 17.3281
O, 9.7244, 7.4539, 14.9025
O, -0.3737, 1.4621, 18.1946
O, 5.3718, 8.7572, 22.0978
O, -3.2099, 18.3204, 22.4705
O, -1.2914, 7.9908, 20.5284
O, 5.1443, 4.6229, 19.9135
O, 1.8083, 1.445, 16.6935
O, 0.7493, 10.3335, 21.2552
O, 3.2744, 9.552, 20.69
O, 8.219, 12.3063, 19.6673
O, 8.1993, 13.5737, 14.0918
O, -1.0894, -1.3991, 16.5229
O, -1.6917, 3.1801, 21.3598
O, 1.3516, 11.7955, 23.2202
O, 1.4576, 6.5753, 24.3473
O, 5.0069, 3.2364, 23.4154
O, 8.1046, 8.3643, 18.2967
O, 8.2542, 11.4039, 17.1964
O, 2.7177, 16.0545, 19.2392
O, 17.8457, 6.2659, 18.977
O, 3.0525, 7.8501, 22.7162
O, 11.3205, 7.3497, 16.9987
O, 19.5051, 0.0622, 25.6071
O, 1.7204, 13.6283, 18.9783
O, 6.6239, 13.5782, 21.4253
O, 9.1948, 19.4581, 24.7181
O, 7.507, 14.6659, 19.2105
O, 0.7123, 7.0467, 21.8614
O, -3.9381, 6.8045, 16.3917
O, 4.1063, 7.0084, 20.4969
O, -1.3393, -0.6612, 19.2562
O, 7.8847, 13.9223, 23.6481
O, 7.4526, 9.3896, 20.717
O, 3.4287, 4.7804, 21.811
O, 14.2315, 7.7433, 25.6302
O, 7.8213, 6.3325, 24.8495
O, 9.1734, 5.9937, 17.5014
O, 0.7675, 15.6269, 17.453
O, 2.6397, 10.2781, 26.1473
O, 0.4563, -4.1891, 28.701
O, 12.3171, 12.7379, 25.5681
O, -3.4996, 9.9096, 23.3701
O, 0.9742, 19.9933, 23.5744
O, -1.0331, 21.5854, 23.2478
O, 11.2876, 12.8189, 29.2882
O, 19.6635, 10.8231, 28.3144
O, 13.8134, 13.0984, 30.3145
O, 13.237, 3.3282, 23.6431
O, 9.7519, 15.5757, 27.7832
O, 9.2356, 16.0885, 22.9952
O, 6.7037, 4.776, 29.6318
O, -1.3781, 7.0933, 26.8103
O, 2.1829, 10.7809, 30.9404
O, 2.3912, 12.1012, 27.8967
O, 7.2211, 14.8307, 27.3296
O, -4.2464, 15.9807, 22.7336
O, 10.6153, 2.9789, 23.686
O, 8.7042, 13.7004, 29.2813
O, 6.8399, 10.2529, 32.831
O, 9.4305, 11.7155, 30.7225
O, 3.013, 17.146, 28.98
O, 10.9791, 10.9919, 26.8683
O, -3.704, 19.2285, 26.3895
O, 5.413, 8.3085, 33.8483
O, 2.8588, 12.5302, 32.8979
O, -3.9509, 21.7693, 30.2731
O, 14.7207, 27.1765, 24.332
O, 2.5268, 5.4195, 26.5581
O, 13.0782, 19.4041, 27.9439
O, 10.4216, 14.4423, 31.0222
O, 4.7689, 8.8761, 27.3715
O, 3.7154, 17.6915, 32.5122
O, 9.2417, 23.9657, 26.8755
O, 8.7051, 9.0553, 30.4202
O, 5.2635, 8.9004, 31.299
O, -2.4612, 5.8216, 34.0196
O, -2.0472, 6.6573, 29.3096
O, 2.0557, 14.6949, 28.4978
O, 4.5765, 15.1847, 27.9928
O, 0.6894, 9.3606, 32.6342
O, 0.0106, 10.2578, 34.9876
O, 4.7538, 11.4823, 31.4837
O, -3.1618, 8.7516, 35.0289
O, 3.1802, 9.242, 32.6784
O, 7.063, 6.8138, 31.17
O, 7.7385, 3.356, 34.8052
O, 1.8371, 19.0478, 30.5135
O, 10.2452, 7.7878, 34.0541
O, 5.9612, 17.2289, 27.5106
O, 1.9457, 5.1015, 31.3151
H, 0.5413, 2.1823, 44.0162
H, 2.1745, 0.5285, 44.0162
H, 3.2457, 4.8989, 44.0234
H, 4.8856, 3.2519, 44.0234
H, 2.1691, 5.9709, 44.0518
H, 0.5277, 7.6162, 44.0518
H, 4.9023, 8.7214, 44.0431
H, 3.2403, 10.3463, 44.0431
H, 5.9492, 2.1961, 44.0463
H, 7.5933, 0.553, 44.0463
H, 8.7034, 4.9277, 44.0368
H, 10.3402, 3.2772, 44.0368
H, 7.6289, 6.005, 44.0103
H, 5.9871, 7.6503, 44.0103
H, 10.3261, 8.703, 44.0357
H, 8.678, 10.3419, 44.0357
H, -0.8009, 3.5386, 5.974
H, 0.832, 1.8844, 5.974
H, 1.8826, 0.8205, 5.998
H, 3.529, -0.8202, 5.998
H, -0.8313, 8.973, 6.0091
H, 0.8079, 7.3254, 6.0091
H, 1.8987, 6.2328, 6.012
H, 3.5447, 4.5919, 6.012
H, 4.5885, 3.5438, 6.0166
H, 6.2382, 1.9063, 6.0166
H, 7.3262, 0.819, 6.0035
H, 8.9648, -0.8295, 6.0035
H, 4.6351, 8.9787, 5.9846
H, 6.2882, 7.3449, 5.9846
H, 8.9834, 4.6434, 5.9828
H, 7.342, 6.2891, 5.9828

Results
free energy: -163612.467 eV
free energy less fixed offsets of H -15.71, O -570.45, Si -639.56 eV per atom: -0.867 eV

Forces (eV/angstrom), in the order of the atoms: element, x, y, z
Si, 0.0058, 0.0006, 0.0285
Si, -0.0027, 0.0009, 0.0285
Si, 0.0005, 0.0002, 0.0252
Si, 0.0017, 0.0039, 0.0332
Si, -0.0048, -0.003, 0.0243
Si, 0.0015, -0.0015, 0.0315
Si, -0.001, -0.0004, 0.0343
Si, 0.003, -0.004, 0.0222
Si, 0.0054, -0.0009, -0.0151
Si, -0.0037, -0.0061, -0.0099
Si, -0.0029, -0.005, -0.0184
Si, 0.0019, 0.0018, -0.0147
Si, -0.0062, -0.0032, -0.0119
Si, 0.0022, 0.0048, -0.0182
Si, -0.0017, -0.0007, -0.0165
Si, -0.0008, -0.0023, -0.0185
Si, -0.0062, -0.0002, 0.0155
Si, -0.0115, -0.0063, 0.012
Si, 0.0085, 0.0166, 0.0123
Si, -0.0025, 0.0131, 0.008
Si, 0.0083, 0.013, 0.0161
Si, 0.0034, -0.0023, 0.0073
Si, -0.0044, -0.0003, 0.0058
Si, -0.0133, -0.0079, 0.0039
Si, 0.005, 0.0022, 0.0089
Si, -0.0027, -0.0118, 0.0224
Si, 0.0116, -0.0024, 0.0042
Si, 0.0055, -0.0091, 0.0179
Si, 0.0017, -0.0095, 0.0141
Si, 0.0071, -0.0035, 0.0254
Si, -0.0056, -0.0168, 0.0132
Si, 0.0025, -0.0118, 0.0326
Si, -0.0116, 0.0073, 0.1684
Si, -0.011, 0.0186, 0.1828
Si, -0.006, 0.0084, 0.1917
Si, -0.023, 0.0204, 0.1741
Si, -0.0008, 0.0135, 0.1989
Si, -0.0205, 0.0206, 0.1763
Si, -0.0249, 0.0262, 0.1602
Si, -0.0232, 0.0353, 0.1839
Si, -0.0891, 0.1071, 0.3933
Si, -0.0516, 0.1017, 0.2875
Si, -0.0883, 0.1663, 0.2649
Si, -0.1466, 0.0874, 0.3264
Si, -0.0958, 0.0914, 0.2402
Si, -0.1388, 0.0722, 0.3476
Si, -0.1947, 0.0296, 0.3845
Si, -0.0985, 0.1278, 0.2559
Si, 0.0827, -0.1833, -0.3768
Si, 0.1007, -0.0553, -0.3479
Si, 0.1558, -0.0918, -0.2501
Si, 0.2115, -0.0481, -0.2126
Si, 0.0654, -0.0421, -0.2396
Si, 0.1704, -0.0463, -0.2523
Si, 0.0829, -0.2005, -0.3472
Si, 0.0314, -0.1206, -0.3544
Si, 0.0169, -0.01, -0.1926
Si, 0.0206, -0.0183, -0.1872
Si, 0.0225, -0.0313, -0.1787
Si, 0.0003, -0.014, -0.1726
Si, 0.018, -0.0231, -0.1697
Si, 0.0054, -0.0141, -0.1627
Si, 0.0103, -0.0061, -0.194
Si, 0.0257, -0.0265, -0.1905
Si, -0.0086, 0.0166, -0.0171
Si, -0.0031, 0.001, -0.0289
Si, -0.0109, 0.0112, -0.0108
Si, -0.0051, 0.0083, -0.0107
Si, 0.0009, 0.0107, -0.0113
Si, 0.0001, -0.0001, -0.0025
Si, -0.0002, 0.0103, -0.0252
Si, -0.0019, 0.0062, -0.0179
Si, -0.0029, -0.0001, -0.0077
Si, 0.0036, 0.0027, -0.0145
Si, -0.0008, 0.0056, -0.0018
Si, -0.0031, -0.0075, -0.0078
Si, 0.0171, 0, 0
Si, -0.0031, -0.0101, -0.012
Si, -0.0015, -0.0148, -0.0112
Si, 0.0078, 0.0005, -0.0149
Si, -0.0053, 0.0115, 0.011
Si, 0.0102, -0.0013, 0.0132
Si, 0.0021, -0.0101, 0.0141
Si, -0.0095, 0.0018, 0.0128
Si, 0.0022, -0.0083, 0.0118
Si, -0.0083, 0.0067, 0.0133
Si, -0.0054, 0.0114, 0.0151
Si, 0.013, -0.0026, 0.0149
Si, 0.0044, -0.003, 0.0097
Si, -0.0044, 0.0087, 0.0115
Si, -0.0077, -0.0004, 0.0001
Si, 0.0022, -0.0087, 0.007
Si, 0.0013, -0.003, 0.0071
Si, 0.0007, -0.0064, 0.0023
Si, 0.0087, -0.0017, 0.0061
Si, 0.0028, 0.0083, 0.0043
Si, 0, 0.0019, 0.0477
Si, 0.0036, 0.0033, 0.0341
Si, 0.0039, -0.0078, 0.046
Si, -0.0017, -0.0057, 0.0396
Si, 0.0015, 0.0049, 0.0357
Si, -0.0047, -0.008, 0.0396
Si, 0.0002, -0.0027, 0.0424
Si, -0.0041, 0.0036, 0.0354
Si, -0.0006, 0.0019, 0.0524
Si, -0.0033, -0.0069, 0.0381
Si, 0.0069, 0.0049, 0.0406
Si, 0.0087, 0.0024, 0.0543
Si, 0.0017, 0.0042, 0.0462
Si, -0.0008, 0.0062, 0.0297
Si, -0.006, 0.0004, 0.0415
Si, 0.003, -0.0022, 0.0444
Si, 0.0029, -0.003, 0.037
Si, 0.0003, -0.0064, 0.0653
Si, -0.0015, 0.007, 0.0436
Si, -0.0026, 0.0021, 0.0468
Si, -0.0018, 0.0045, 0.0455
Si, 0, -0.0007, 0.0367
Si, 0.0033, -0.0065, 0.0427
Si, 0.005, 0.0023, 0.0312
Si, 0.0011, -0.0005, 0.0492
Si, 0.0028, -0.005, 0.0417
Si, 0.0025, -0.0005, 0.0497
Si, -0.0028, -0.001, 0.0368
Si, -0.0034, 0, 0.0456
Si, -0.0037, -0.0071, 0.042
Si, 0.0017, 0.0011, 0.0576
Si, -0.0002, 0.0012, 0.0432
Si, 0.0023, 0.002, 0.0498
Si, 0.008, 0.0032, 0.0533
Si, -0.0019, 0.0028, 0.0406
Si, -0.0122, -0.0027, 0.0403
Si, -0.0025, 0.0043, 0.05
Si, 0.0025, -0.0009, 0.0381
Si, 0.0008, -0.0044, 0.0448
Si, 0.0009, -0.0011, 0.0424
Si, -0.0027, 0.0002, 0.0434
Si, 0.0033, -0.0074, 0.0473
Si, 0, -0.007, 0.0458
Si, -0.001, 0.0023, 0.0484
Si, -0.0029, -0.0026, 0.0553
Si, 0.0002, -0.0034, 0.0455
Si, -0.0013, -0.0001, 0.0777
Si, 0.0037, -0.0021, 0.0405
Si, 0.0035, 0.0094, 0.0442
Si, -0.0066, -0.0073, 0.0468
Si, -0.0045, -0.002, 0.0439
Si, 0.0046, 0.0037, 0.0406
O, -0.0059, 0.0037, -0.0135
O, -0.006, -0.0021, -0.0039
O, -0.0032, 0.0037, -0.0248
O, 0.0006, 0.0052, -0.0131
O, 0.0055, -0.0084, -0.0285
O, -0.0028, 0.0025, -0.0251
O, -0.0104, -0.0015, -0.0287
O, -0.0105, 0.0055, -0.0238
O, 0.0004, 0.004, -0.0087
O, 0.0067, -0.0083, -0.0245
O, -0.007, 0.0031, -0.0386
O, 0.0056, -0.0001, -0.0264
O, 0.0087, -0.007, -0.0269
O, 0, 0.0009, -0.0092
O, 0.0004, -0.0017, -0.0076
O, -0.0023, -0.006, -0.0176
O, -0.0058, -0.0066, -0.0075
O, 0.0128, -0.0106, -0.0223
O, -0.002, 0.0126, -0.0244
O, 0.0065, 0.009, -0.0062
O, 0.0112, 0.0065, -0.0199
O, 0.0041, -0.0069, -0.0278
O, -0.0016, -0.0017, -0.0114
O, -0.0148, 0.0086, -0.0294
O, -0.0076, 0.0106, -0.0278
O, 0.0065, -0.0103, -0.0343
O, 0.0042, 0.0116, -0.0256
O, -0.0001, -0.0031, -0.0085
O, -0.0136, -0.0047, -0.0256
O, -0.0026, 0.0057, -0.0349
O, -0.0045, -0.011, -0.021
O, 0.0019, 0.0012, -0.0178
O, -0.0036, -0.0009, -0.0155
O, -0.003, 0.0062, -0.0114
O, 0.0002, -0.0009, -0.0169
O, 0.0066, -0.0018, -0.0176
O, 0.0087, 0.0046, -0.0293
O, 0.0057, -0.0028, -0.0324
O, -0.0054, 0.0058, -0.0155
O, 0.0059, -0.0101, -0.0226
O, 0.0038, 0.0038, -0.0028
O, 0.0008, -0.0002, -0.0254
O, -0.006, -0.0061, -0.0272
O, -0.0004, -0.0095, -0.0097
O, -0.005, 0.0049, -0.0188
O, 0.005, -0.0014, -0.0169
O, -0.0017, -0.0072, -0.0226
O, 0.001, -0.0076, -0.0308
O, -0.0102, -0.0074, -0.0242
O, 0.0021, 0.002, -0.0194
O, 0.0071, 0.0037, -0.0235
O, -0.0004, 0.0136, -0.028
O, -0.0049, -0.0107, -0.0333
O, 0.0009, -0.0002, -0.0238
O, 0.0041, -0.0053, -0.0238
O, 0.001, 0.0072, -0.0153
O, -0.0065, 0.0077, -0.0227
O, -0.0079, -0.0013, -0.0298
O, -0.0081, -0.0026, -0.026
O, 0.0007, -0.0069, -0.0166
O, 0.002, 0.0058, -0.0142
O, -0.0013, -0.0007, -0.0204
O, 0.0094, 0.0012, -0.028
O, 0.0006, 0.0071, -0.0301
O, -0.0027, -0.0106, -0.0158
O, -0.0034, -0.0068, -0.0294
O, -0.0022, -0.0009, -0.0138
O, -0.0015, 0.0008, -0.0141
O, -0.0021, 0.0009, -0.0208
O, -0.0067, -0.0036, -0.0157
O, -0.0016, 0.0119, -0.0279
O, -0.0086, -0.0056, -0.0293
O, -0.0001, -0.0021, -0.0213
O, 0.0067, 0.0016, -0.0227
O, 0.0037, -0.0044, -0.0168
O, 0.0083, 0.0047, -0.0363
O, -0.0091, 0.0067, -0.0326
O, 0.0041, 0.0022, -0.0261
O, -0.001, -0.0011, -0.0134
O, 0.0018, -0.0037, -0.0185
O, -0.0009, -0.0029, -0.0334
O, -0.0083, 0.0073, -0.0309
O, -0.0014, 0.002, -0.0245
O, -0.0026, -0.0124, -0.027
O, 0.0018, -0.0028, -0.0143
O, -0.0031, -0.003, -0.0093
O, -0.0078, 0.0037, -0.0143
O, -0.0061, 0.0055, -0.0247
O, -0.0036, 0.006, -0.0354
O, -0.001, -0.0005, -0.0238
O, 0.0016, -0.0057, -0.0169
O, 0.0021, -0.0021, -0.0106
O, 0.0107, -0.0008, -0.0197
O, -0.0112, -0.0057, -0.0233
O, 0.0032, -0.0123, -0.0226
O, 0.0128, 0.0021, -0.0256
O, 0.0054, -0.0106, -0.0203
O, -0.0036, 0.0083, -0.034
O, 0.0063, 0.0075, -0.0268
O, -0.0099, -0.0147, -0.0186
O, -0.007, 0.0007, -0.014
O, -0.0021, -0.0068, -0.004
O, 0.0026, -0.0084, -0.0195
O, 0.0008, -0.001, -0.0176
O, 0.003, 0.0025, -0.0182
O, -0.0004, 0.0012, -0.0147
O, 0.0092, -0.0072, -0.0214
O, 0.0025, 0.0068, -0.015
O, -0.0034, -0.0008, -0.0123
O, 0.0089, 0.0022, -0.0318
O, 0.0043, -0.0076, -0.0251
O, -0.0028, 0.001, -0.0147
O, -0.0101, 0.0075, -0.0226
O, -0.0035, 0.0024, -0.0163
O, 0.0069, 0.0067, -0.0277
O, -0.0057, 0.0076, -0.0186
O, -0.0012, -0.0197, -0.0411
O, -0.0036, -0.0032, -0.0188
O, -0.0018, 0.0055, -0.0143
O, -0.0006, 0.001, -0.0251
H, 0.3234, -0.2589, -0.2446
H, -0.3215, 0.2985, -0.2948
H, 0.2418, -0.3773, -0.2577
H, -0.3386, 0.2931, -0.296
H, -0.3668, 0.2168, -0.3
H, 0.2472, -0.3464, -0.2393
H, -0.2605, 0.3035, -0.2997
H, 0.3086, -0.3549, -0.2174
H, 0.3403, -0.339, -0.2272
H, -0.3028, 0.229, -0.3117
H, 0.3315, -0.296, -0.2239
H, -0.2382, 0.3011, -0.3012
H, -0.2771, 0.2984, -0.3028
H, 0.3337, -0.2902, -0.2391
H, -0.3095, 0.2387, -0.3172
H, 0.241, -0.3484, -0.2502
H, 0.2685, -0.2199, 0.315
H, -0.3521, 0.3503, 0.1993
H, 0.2959, -0.3494, 0.2881
H, -0.2699, 0.2864, 0.2474
H, 0.3368, -0.2284, 0.3022
H, -0.2715, 0.3041, 0.2307
H, 0.2548, -0.2466, 0.32
H, -0.3122, 0.4201, 0.2005
H, 0.3058, -0.3817, 0.264
H, -0.2593, 0.3045, 0.2585
H, 0.2781, -0.265, 0.2973
H, -0.331, 0.2877, 0.2276
H, 0.2838, -0.2204, 0.3114
H, -0.3041, 0.4028, 0.212
H, -0.2651, 0.2669, 0.2579
H, 0.3899, -0.2717, 0.2721

The program warned: the cutoff lies below the one the program advises for these potential files; the forces do not sum to zero within the program's tolerance; empty levels may hold ghost states of the PAW files; the exchange-correlation potential is rough where the density is thin.
